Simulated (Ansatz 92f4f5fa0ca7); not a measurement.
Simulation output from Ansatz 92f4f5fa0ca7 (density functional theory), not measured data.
Periodic cell of 144 atoms, Si90O54, from a study of silicon, its oxide and their interface. The atomic structure is a simulated model.

Settings
functional: r2SCAN
potential files: Ansatz norm-conserving
basis: plane waves
wave-function cutoff: 1300 eV
density cutoff ratio: 4
exchange-correlation grid ratio: 1
k mesh: 2 x 2 x 1, shifted by 0.5 0.5 0.5 of a step
self-consistency stop: 5e-08 eV per atom in the density residual
occupations: Fermi-Dirac, 0.05 eV
spin: none
net charge: 0

Cell vectors (angstrom)
a 11.54 0 0
b 0 11.54 0
c 0 0 17.9744

Atoms and the computed forces on them: element, x, y, z (angstrom), force x, y, z (eV/angstrom)
Si -0.3286 -0.2569 -0.3058 2.088 5.1491 -0.2878
Si -0.1878 3.9896 -0.0535 0.604 -1.2919 -3.9339
Si -0.1846 8.2556 0.164 0.7202 -1.1049 0.1881
Si 3.6002 0.6499 -0.2931 -0.368 -2.8998 0.2329
Si 3.8269 3.5799 0.0006 0.1003 2.4748 1.0394
Si 3.6066 7.5537 0.1079 1.6217 3.2654 1.0779
Si 7.8694 -0.4994 0.0361 0.0693 -0.8773 -1.2335
Si 8.0226 4.7951 -0.9277 1.5397 -0.5631 0.1671
Si 7.9415 7.7643 0.0772 -1.6355 2.3306 -1.5682
Si 1.6815 0.2237 1.1381 0.1937 -0.6241 0.406
Si 1.6611 3.5811 1.118 2.5333 0.8403 1.7709
Si 1.6876 7.7648 1.5779 1.4761 0.9783 -0.382
Si 5.7391 -0.1581 1.208 -0.2423 0.5237 -1.2949
Si 5.8124 3.7998 1.4255 -1.118 1.5349 -1.0374
Si 5.8412 7.365 1.1975 -0.954 0.7097 -0.4881
Si 9.6216 -0.0252 1.6025 -0.1887 -0.3118 -2.3815
Si 9.4582 3.8238 1.0654 -1.0084 1.7844 0.7179
Si 9.5538 7.6383 1.5241 1.2592 2.0598 -0.3296
Si 1.7874 1.9378 2.8169 -0.6378 0.0337 -1.1927
Si 1.9215 5.7325 2.7118 -0.7831 -1.2926 -0.5159
Si 2.0223 9.6953 2.9006 0.8372 0.2995 -2.2004
Si 6.0715 1.8659 2.6235 -2.3385 -1.2567 -1.0304
Si 5.741 5.7689 2.8236 1.0533 -1.1519 -0.3551
Si 5.6578 9.3771 2.4778 1.4199 0.2396 0.6336
Si 9.6616 2.001 2.5567 1.0186 0.856 -0.6733
Si 9.5258 5.8207 2.6852 -0.5021 -3.2223 0.7301
Si 9.5929 9.5703 2.7922 0.4902 -0.4794 1.3615
Si -0.2132 1.9583 4.2078 1.7376 -0.461 -0.5645
Si -0.1162 5.6402 3.997 1.7813 0.6292 0.8277
Si 0.1411 9.3332 4.0045 -1.6488 1.9664 0.8676
Si 3.8783 1.6749 3.8544 0.4331 0.3231 0.0009
Si 3.8875 5.6656 4.1577 -1.546 -0.412 -0.2699
Si 4.0538 9.4768 4.11 -1.4939 0.0302 -0.5199
Si 7.9021 1.8446 3.8436 -0.0054 -0.6448 2.1186
Si 7.6452 5.4872 4.1423 0.5206 -0.0931 -0.3919
Si 7.6312 9.5116 4.2194 0.3713 0.6601 -1.9326
Si 0.2925 -0.1097 5.253 -0.2584 -0.0212 0.9431
Si -0.0276 3.8366 5.5531 0.6869 0.9716 0.1792
Si 0.111 7.7168 5.5865 1.1707 -1.8314 -0.671
Si 4.0675 -0.1448 5.3519 -0.1908 1.1575 0.7369
Si 3.9656 3.5065 5.2935 -0.7589 1.395 0.4181
Si 3.5285 7.6566 5.4172 0.6824 -0.7018 -0.0297
Si 8.0745 0.0269 5.328 -2.0813 -0.5845 0.2355
Si 7.8472 3.3981 5.5338 -1.5349 2.4055 -0.9288
Si 7.7748 7.5014 5.2681 -0.7458 -0.6911 1.5671
Si 2.199 0.0899 6.9312 -1.1506 -0.7483 -0.4402
Si 2.1765 3.9556 6.926 -1.4021 -0.9303 -0.3756
Si 1.9622 7.7983 7.1493 -0.4118 -1.1152 -0.1482
Si 5.94 0.1513 6.6936 1.0579 0.9202 -0.6366
Si 5.7924 3.7539 6.6633 0.4857 0.7942 -0.2202
Si 5.5544 7.6377 6.4789 1.6641 0.1936 0.1387
Si 9.952 0.0276 6.633 0.8941 -1.2277 0.6133
Si 9.545 4.0864 6.8117 1.713 -1.1053 1.168
Si 9.7603 7.2921 6.6381 -1.5417 2.076 1.6767
Si 1.86 2.0276 8.3249 1.1489 0.2017 1.3634
Si 1.9933 5.6978 8.561 -0.552 0.9421 -1.0595
Si 2.0796 9.6781 8.5324 -0.2283 0.4923 -0.9388
Si 6.0145 2.1353 8.1817 -0.7668 -1.7064 1.6451
Si 5.6868 5.8134 7.8764 0.1945 -1.1792 -0.0075
Si 5.8376 9.6153 7.6594 -0.0657 -0.3709 0.6771
Si 9.7801 1.979 7.8681 0.9341 1.1507 0.8932
Si 9.6794 5.8026 8.4685 -1.4028 -0.3746 -0.8616
Si 9.9957 9.485 7.9864 -1.5949 -0.3701 -0.2672
Si -0.2353 1.97 9.7292 -0.0911 0.8539 -2.5916
Si -0.0827 6.0686 9.8808 1.1852 -0.7115 2.9917
Si 0.0934 9.2606 9.6986 0.1426 -0.5049 2.8671
Si 4.0393 1.6395 9.7975 0.7558 -0.8507 -2.0273
Si 4.0431 5.4974 9.6146 -0.7343 2.8872 2.2693
Si 4.2164 10.019 9.2977 1.2323 -0.8112 1.4892
Si 8.0764 1.5954 9.272 -1.6535 -1.4644 1.8967
Si 7.4613 5.6832 9.3564 -0.465 -1.4575 -0.3717
Si 7.7798 9.8948 8.9048 1.9564 0.7371 1.7256
Si 0.2787 -0.0334 11.6816 1.4077 -2.3686 1.7079
Si -4.0933 3.4456 11.5302 2.6589 0.7754 2.7912
Si 3.3392 0.3675 14.6319 0.1391 -1.6545 0.6923
Si 6.2524 9.4325 11.342 2.0142 2.2424 5.9824
Si 2.726 1.4543 12.2334 -0.0607 3.4282 3.9793
Si 5.3613 4.3035 13.4603 4.6305 0.2992 -1.0139
Si 2.1687 -2.2394 14.043 0.7575 0.9676 1.0447
Si 8.6224 0.3758 15.2311 1.3221 0.1532 0.9901
Si 5.7579 6.8375 11.556 -0.6737 1.482 0.4874
Si -0.3596 11.0186 14.5905 -0.0719 -0.331 2.2229
Si 10.0218 3.1809 15.2182 0.3398 -1.2931 -2.0386
Si 2.8807 4.1591 12.133 0.072 0.4253 -1.1668
Si 2.204 6.5054 13.6044 -1.5167 0.4313 -1.5007
Si 4.763 8.5766 15.6855 -1.3098 -0.4015 2.7371
Si 1.1971 18.0463 16.2826 0.6987 -3.068 1.174
Si 6.0637 -0.8618 13.999 1.7607 0.9612 -1.1031
Si 4.4824 5.6394 15.6318 3.2256 1.6328 0.0327
Si 10.4706 3.9148 12.0965 -0.8952 2.6894 3.6142
O 0.0288 0.2071 -1.9118 -0.161 -0.5885 0.9613
O 0.288 -3.8316 -1.3281 -1.2018 2.3711 1.1172
O 0.4608 5.2533 -0.9033 0.1555 0.3487 -0.336
O 3.4595 6.203 -3.4571 1.3564 -0.8021 -0.0599
O 3.1924 8.8933 -2.7312 0.6966 -1.2615 -0.3317
O 0.9655 17.8415 -3.3121 1.4136 0.2449 0.7361
O 3.0382 0.0436 -1.7944 0.5586 1.2198 1.8721
O -0.6294 2.826 -1.4146 0.672 1.7727 0.8477
O 4.4132 9.0059 -0.6918 -0.4224 -1.1601 0.3992
O 4.1514 13.6703 -0.527 0.2154 -1.234 -1.3861
O 5.9422 9.0957 -3.2584 -0.8582 3.3532 0.0649
O 5.6734 5.5948 -5.4594 0.4089 -1.1547 0.9338
O 8.2542 0.6563 -1.1795 -0.6064 -1.8703 1.4276
O 8.0097 -2.1556 -0.7578 -0.5666 -0.2376 2.5337
O 8.9936 4.3176 -2.2583 -2.084 0.9212 1.4528
O 8.4364 6.4194 -0.721 -0.8054 -0.8275 -1.1144
O 6.1505 8.2069 -5.5054 -0.066 -2.1901 -3.059
O -0.3204 0.4876 10.3201 -0.5631 0.3832 -0.4342
O -0.7854 2.7961 11.007 0.498 -0.407 -0.2026
O -0.2863 5.2388 11.4589 -0.5959 0.7201 -2.346
O 0.0989 7.662 10.2642 -0.3252 -0.1645 -0.9731
O 0.1609 9.9325 11.3161 -0.2777 -0.9994 -1.3619
O -3.9457 9.5248 10.5453 0.5463 -0.8208 -2.3477
O 4.919 0.2039 14.4749 1.1842 -0.4339 -0.1469
O 6.967 4.2854 10.1968 0.8789 0.2581 0.3686
O 3.7134 4.342 10.7108 0.2015 -2.1449 0.6951
O 4.3955 0.0645 9.4177 -0.4541 0.308 -0.0983
O 6.385 10.7844 12.373 -1.6082 -2.3525 0.4187
O 4.825 9.3942 10.7951 -3.8479 0.8675 -4.2279
O 4.0988 1.3382 11.4497 0.7912 1.7591 -0.1556
O 1.9178 2.8688 11.9256 0.7574 0.3723 -0.0911
O 6.9598 6.7919 10.379 -1.0907 1.337 2.1717
O 8.2538 11.4643 9.218 -1.116 1.3928 -0.1377
O 2.6679 13.2096 14.003 0.5986 -1.0264 -2.6205
O -0.3103 0.304 13.1915 0.5542 0.0049 -1.2968
O -1.8928 -0.8815 14.9964 0.791 -0.1147 -0.6434
O -2.6642 4.1765 12.3773 -2.3992 -1.1604 -3.2035
O 0.7137 9.811 14.4834 -1.1183 -1.0366 0.0169
O 1.9128 0.2962 11.6956 -4.2687 -2.357 -1.7331
O 7.9595 2.03 10.9776 0.1711 -0.9379 -2.6998
O 7.4176 -0.0548 14.4031 -3.0695 -1.2434 -0.4009
O 10.9656 9.7958 17.8733 0.0087 -4.2766 -0.4806
O 4.1873 6.7475 10.9813 1.8895 -0.5676 -3.1766
O -5.7414 4.8092 14.9327 -2.0694 0.1801 0.075
O 2.8101 -0.8341 13.6622 0.6553 0.3365 -0.7058
O 15.522 4.6003 16.6803 -0.4368 -2.0482 1.3051
O 2.2656 8.0446 13.0656 -0.7024 -0.7107 -0.4217
O 2.8188 18.1384 17.0588 -3.3808 -0.0712 -2.8527
O -2.2985 13.2732 14.6795 1.5561 2.8593 0.622
O 6.4635 3.2229 12.841 -0.8505 0.65 -0.9675
O 10.7888 3.8212 13.8269 0.1632 -1.4232 -0.7005
O 3.866 3.7876 13.4307 -1.3515 0.5377 -1.8291
O 2.0819 5.5631 12.2621 0.7371 -0.2157 2.1542
O 5.2761 7.0417 16.1545 -1.3359 -1.1483 -1.7365

Results
free energy: -35640.857 eV
free energy less fixed offsets of O -463.61, Si -117.95 eV per atom: 9.583 eV
pressure: -0.95 GPa
stress xx, yy, zz, yz, xz, xy (GPa, positive in tension): -0.44, -1.14, 4.43, -0.15, -0.8, 0.66
